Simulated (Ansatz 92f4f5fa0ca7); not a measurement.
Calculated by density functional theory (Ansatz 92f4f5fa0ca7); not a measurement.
Periodic cell of 256 atoms, Si144O112, from a study of silicon, its oxide and their interface. The atomic structure is a simulated model.
This geometry differs little from another in the collection (a relaxation step or a small displacement).

Settings
functional: r2SCAN
potential files: Ansatz PAW
basis: plane waves
wave-function cutoff: 800 eV
density cutoff ratio: 5
exchange-correlation grid ratio: 1
k mesh: 1 x 1 x 1, shifted by 0.5 0.5 0 of a step
self-consistency stop: 1e-10 eV per atom in the density residual
occupations: fixed
spin: none
net charge: 0

Cell vectors (angstrom)
a, 10.88, 0, 0
b, 0, 10.88, 0
c, -0.3009, 0.428, 36.3142

Atoms: element, x, y, z (angstrom)
Si, 1.608, -1.5962, -0.0315
Si, 4.275, 1.1162, 0.1214
Si, 1.1778, 4.2946, 0.1213
Si, 3.9553, -3.6756, 0.1104
Si, -4.4308, -1.0937, 0.279
Si, -1.5582, 1.4636, 0.1326
Si, 7.1238, 3.703, 0.028
Si, -1.0593, -4.3869, 0.0491
Si, 2.6945, -0.0397, 1.3926
Si, 5.4736, 2.6946, 1.3776
Si, 2.7998, -5.3826, 1.3074
Si, 5.3436, -2.6138, 1.6399
Si, -2.7443, -0.0162, 1.4675
Si, 0.0068, 2.702, 1.3898
Si, 8.1615, 5.3996, 1.3093
Si, 0.0382, -2.7446, 1.3163
Si, 1.3573, 1.349, 2.7255
Si, 4.1115, 4.1011, 2.6815
Si, 1.4002, -4.0732, 2.7271
Si, 3.982, -1.2946, 2.9282
Si, 6.7806, 1.3518, 2.8187
Si, 9.5028, 4.0638, 2.7476
Si, 6.8077, 6.7798, 2.7079
Si, -1.3381, -1.4071, 2.708
Si, -0.0102, -0.0123, 4.0761
Si, 2.7342, 2.7323, 4.0488
Si, 0.0135, 5.4345, 4.0677
Si, 2.6665, -2.73, 4.1816
Si, 5.4211, 0.0289, 4.1903
Si, 8.1551, 2.7224, 4.1287
Si, 5.4477, 5.439, 4.0796
Si, 8.1729, -2.7487, 4.0725
Si, 1.3575, -1.3662, 10.9038
Si, 4.0765, 1.3663, 10.9011
Si, 1.3497, 4.1082, 10.8277
Si, 4.0746, -4.0966, 10.8336
Si, 6.7873, -1.3568, 10.8087
Si, -1.3728, 1.3649, 10.8153
Si, 6.7952, 4.0754, 10.9186
Si, -1.3595, 6.7994, 10.9156
Si, 2.7191, 0.0025, 12.2552
Si, 5.424, 2.7208, 12.2879
Si, 2.704, 5.4481, 12.1992
Si, 5.453, -2.7374, 12.1365
Si, -2.7271, -0.0071, 12.1413
Si, -0.0329, 2.7591, 12.1343
Si, 8.1571, 5.4423, 12.2851
Si, 0.0052, -2.7234, 12.2875
Si, 1.2981, 1.4146, 13.4977
Si, 4.0252, 4.0977, 13.6142
Si, 1.3887, -4.0861, 13.6347
Si, 4.1197, -1.4135, 13.5174
Si, -4.0413, 1.3256, 13.5553
Si, -1.3295, 4.0794, 13.6025
Si, 6.7792, -4.0423, 13.5863
Si, -1.4084, -1.3412, 13.5636
Si, -0.2755, 0.2876, 14.7982
Si, 2.3953, 2.9442, 14.8798
Si, 0.2467, -5.6709, 14.9513
Si, 3.0005, -2.9271, 14.9122
Si, 5.7252, -0.3164, 14.7975
Si, -2.4723, 2.4756, 14.8703
Si, 5.1729, 5.7195, 14.8713
Si, -2.9389, -2.4924, 14.9366
Si, 3.2996, -1.1539, 23.617
Si, 2.3964, 4.1932, 24.8207
Si, 6.4603, 3.776, 16.9568
Si, -2.401, -0.2182, 22.8599
Si, -1.0961, -2.0246, -4.5284
Si, 3.008, 2.9561, -2.0578
Si, -2.0685, 1.393, 20.5715
Si, 1.8488, 2.4915, -6.9158
Si, 0.9759, 2.2314, -4.0642
Si, 0.9866, 4.9393, 22.0402
Si, 2.9809, 1.8505, 23.1998
Si, 7.3282, 4.0401, 19.934
Si, 0.5588, 4.1814, -9.1529
Si, 1.1709, -1.471, 17.0075
Si, 7.0474, -0.8756, -5.67
Si, 2.644, 0.256, 19.1883
Si, 3.3973, -4.4706, 21.4509
Si, -1.2336, -4.1379, 22.771
Si, 4.3273, -1.6899, 20.8988
Si, 4.7132, -5.1049, 24.0626
Si, 1.8481, -2.2676, -5.8892
Si, -2.2023, -4.2324, -2.7958
Si, 0.9515, 2.0693, 20.9742
Si, 3.7766, -2.0654, -9.684
Si, 2.1565, -4.3565, -8.1874
Si, 5.7947, -5.0152, -5.0497
Si, 4.2562, 1.4937, 16.9057
Si, 2.149, -0.1765, -8.1988
Si, 5.9984, -2.9658, -1.9442
Si, -2.6047, -5.2213, -6.5223
Si, 7.0454, 2.0412, -4.656
Si, -2.2822, -3.9838, 19.9492
Si, 4.5597, -2.3771, -4.3571
Si, -2.3784, 3.0934, -10.0018
Si, 7.7909, -5.1133, -11.3197
Si, -1.0129, -3.7517, 17.1296
Si, 8.1089, 0.2036, -10.6863
Si, -1.5122, 4.0184, -4.1677
Si, 4.1277, 4.325, -7.2557
Si, 0.2564, -1.5893, 23.7459
Si, 7.3454, -1.2544, 20.3789
Si, 6.7265, 3.2882, -7.6058
Si, -1.9616, -3.4346, -8.8372
Si, -0.1398, -0.1352, -2.2495
Si, -0.1768, -1.2559, -9.6952
Si, 5.732, 3.8171, -2.7545
Si, 4.8887, 3.8784, 21.8122
Si, 6.5851, -1.2729, -8.648
Si, 1.3166, -1.3481, 5.4833
Si, 4.0603, 1.4045, 5.4781
Si, 1.3668, 4.0731, 5.4315
Si, 4.0855, 6.7892, 5.4646
Si, 6.8089, -1.3832, 5.4562
Si, -1.3607, 1.346, 5.4554
Si, 6.7908, 4.0887, 5.4566
Si, -1.3482, 6.7907, 5.4361
Si, 2.7029, 0.0154, 6.8055
Si, 5.4284, 2.7442, 6.815
Si, 2.7179, 5.4299, 6.812
Si, 5.4444, -2.7301, 6.8231
Si, -2.7224, -0.0106, 6.8156
Si, 0.0041, 2.7148, 6.8042
Si, -2.7195, 5.4443, 6.7937
Si, -0.0266, -2.7169, 6.8134
Si, 1.3595, 1.3597, 8.1726
Si, 4.078, 4.0779, 8.1761
Si, 1.3474, 6.8106, 8.1488
Si, 4.064, -1.3507, 8.1509
Si, 6.7808, 1.3679, 8.1461
Si, -1.3716, 4.0843, 8.1503
Si, 6.8097, -4.0943, 8.1703
Si, -1.3668, -1.3694, 8.1757
Si, 0.0072, -0.0124, 9.5182
Si, 2.7208, 2.7189, 9.5268
Si, -0.0204, 5.4617, 9.502
Si, 2.7071, -2.7152, 9.5118
Si, 5.4166, 0.0179, 9.5008
Si, 8.133, 2.7298, 9.5037
Si, 5.4493, 5.4206, 9.5231
Si, 8.168, -2.7351, 9.5242
O, 7.8353, -5.3609, 20.3872
O, -1.0201, -1.0971, -3.1998
O, 5.3595, 4.5403, 23.217
O, 7.1848, -4.4096, -5.627
O, 1.7661, -1.5055, 23.1621
O, -1.4682, -4.2952, 18.5846
O, 4.7446, -3.963, -4.496
O, -1.5177, -0.4571, -9.9617
O, 3.0814, 3.4101, -6.4398
O, 5.4184, 0.0331, -0.3214
O, 4.0866, -4.0534, 15.4234
O, 6.8921, -1.9944, -1.0072
O, 4.9885, -2.0434, -2.8304
O, -2.619, 2.596, -0.3646
O, 7.4221, 4.7405, -7.5249
O, -1.9774, 5.0578, -3.0147
O, 5.7321, -1.2021, 20.2654
O, 2.886, 2.6764, 24.5913
O, 3.5829, 1.6751, -1.252
O, 6.1557, 3.5012, 20.904
O, 7.7015, -2.4176, -8.6646
O, 1.5538, 1.646, 22.43
O, 0.9832, -0.9668, -1.414
O, 3.2062, -0.6592, 20.3838
O, 3.8549, 0.8299, 18.3029
O, 5.0199, 5.1029, -6.2038
O, 3.129, -0.6168, -9.3903
O, 1.3323, 4.0702, 15.4388
O, 2.7691, -2.6823, -0.4699
O, 6.5902, 4.1476, -1.437
O, 2.9932, -2.1378, -4.7201
O, 5.9021, 5.0647, 16.1696
O, 0.51, 0.939, -3.2451
O, 6.8208, -1.3833, 15.4091
O, 5.1818, -2.0596, -8.8732
O, -2.429, 2.6875, -4.1825
O, 5.3145, 2.6713, 17.113
O, 6.7976, -0.1505, -9.8053
O, 6.6954, 2.5908, -6.1446
O, -1.6196, 4.766, -5.6046
O, 7.7694, -1.3475, 21.9432
O, 8.1083, 0.0992, 19.8033
O, 7.6353, -0.1178, 24.2151
O, 7.7486, 4.2153, -10.8752
O, 3.9023, -3.2286, 20.5367
O, 5.9216, -4.2871, 24.7714
O, -2.5199, 1.2201, 22.1203
O, 3.8766, -4.2157, 22.9896
O, 2.4474, 2.5768, -3.5123
O, 1.6666, -0.6946, 18.3222
O, -0.3001, -3.1023, 23.595
O, 5.1888, 3.4444, -8.1237
O, 4.0037, 2.5629, 22.1444
O, 4.9299, 0.3152, 16.0549
O, 0.1005, -2.6135, 17.3806
O, -0.4528, 1.3601, 20.599
O, 6.7768, -0.5171, -7.2273
O, 0.0588, 5.3736, -0.3805
O, -1.6102, -3.7893, -1.3601
O, -0.3937, -4.9965, 16.2963
O, 4.3657, -1.6263, 22.5065
O, 2.2995, -1.099, -6.8962
O, 7.1092, -3.7763, -2.8078
O, 1.0856, 1.8778, -5.6367
O, 7.6632, 2.5631, -8.7034
O, 3.9422, 4.7626, -11.171
O, 3.9719, -2.2548, -11.2738
O, 3.5046, 0.4325, 23.7043
O, -1.4265, -3.5756, 21.2633
O, -0.5585, -2.6618, -9.0146
O, -2.3786, -1.6035, -5.454
O, 2.4163, -2.1678, 16.238
O, 0.471, -0.3671, 16.075
O, -2.3751, 1.7552, -10.9171
O, 5.6888, -1.6778, -5.2799
O, 4.0505, 4.9977, 20.9789
O, 1.5877, 3.7989, -10.3394
O, -0.8326, -0.5988, 23.0592
O, 5.0287, -3.9893, -1.1098
O, -2.2582, -3.1364, 16.2821
O, 1.8844, -3.6818, -6.7195
O, 1.7813, -4.6876, 21.3565
O, 1.8079, 3.6206, -1.2175
O, -2.4654, 2.8353, 19.9668
O, 7.7415, 3.1512, 16.1975
O, 1.9297, 1.5607, 19.801
O, 0.8126, 3.3364, -7.8054
O, -0.4815, 5.3287, 22.5696
O, 0.6309, -0.3006, -8.7
O, 1.8241, 4.5784, 23.3629
O, 0.8348, -5.1236, -8.7886
O, 0.3431, -2.0246, -5.3041
O, 5.9709, 2.371, -3.471
O, -1.748, -4.2526, -7.463
O, -0.0084, 3.5049, -3.8809
O, 2.4866, 1.3361, -7.8263
O, 7.1386, 0.448, -4.7604
O, -0.9365, 3.7585, -9.6251
O, -1.3846, -3.5221, -3.9939
O, 0.8548, 3.6934, 21.0115
O, 3.3013, 5.3783, -8.1385
O, -2.5938, -4.4154, 23.6038
O, 2.7436, -3.205, -9.1631
O, -1.3676, 1.3713, 15.3812
O, 6.8701, 4.2637, 18.4173
O, 4.1978, 4.0084, -2.3051
O, 6.1839, 4.83, -3.9017
O, 0.6785, -1.5753, -11.0198
O, -2.325, -4.3048, -10.1491
O, 7.7352, -2.6418, 19.6315
O, 2.9554, 2.1133, 16.1708
O, -1.0577, 0.6517, -1.1846

Results
free energy: -155994.028 eV
free energy less fixed offsets of O -570.45, Si -639.56 eV per atom: -6.988 eV

Forces (eV/angstrom), in the order of the atoms: element, x, y, z
Si, -0.0007, -0.001, 0.0004
Si, -0.0001, 0.0004, 0.0023
Si, -0.0019, 0.0008, 0.0027
Si, 0, 0.0008, 0.0011
Si, 0.0005, 0.0007, 0.0022
Si, -0.0007, 0.001, 0.0023
Si, -0.0001, -0.0001, 0.0022
Si, 0.0003, 0.0004, 0.0022
Si, -0.0015, 0.0008, -0.001
Si, 0, 0.0013, -0.0007
Si, -0.0005, 0.0005, -0.0012
Si, 0.0001, -0.0012, -0.0017
Si, -0.0002, -0.0006, -0.0006
Si, -0.0002, -0.001, -0.0006
Si, -0.0014, 0.0001, -0.0011
Si, -0.0002, 0.0015, -0.0017
Si, -0.0007, -0.0001, 0.001
Si, 0.0002, -0.0001, 0.0001
Si, 0.0002, 0.0004, 0.0009
Si, -0.0012, 0.0002, 0.0008
Si, -0.0009, 0.0004, 0.0007
Si, -0.0009, 0, 0.0004
Si, -0.0004, -0.0002, 0.001
Si, 0.0005, -0.0002, 0.0006
Si, -0.0003, 0.0003, 0.0007
Si, -0.0004, 0.0006, 0.0003
Si, 0, 0.0004, 0.0011
Si, -0.0009, -0.0003, 0.0007
Si, -0.0009, 0.0003, 0.0002
Si, -0.0003, 0.0004, 0.0001
Si, 0, -0.0001, 0.001
Si, 0.0003, 0, 0.0006
Si, -0.0015, -0.0001, 0.0003
Si, -0.0007, 0.0002, 0.0003
Si, -0.0007, -0.0004, -0.0008
Si, -0.0009, 0.0001, -0.0006
Si, -0.0014, 0, -0.0002
Si, -0.0013, 0.0009, -0.0003
Si, -0.0013, 0.0002, 0.0002
Si, -0.001, 0.0003, 0.0002
Si, -0.001, -0.0001, 0.0006
Si, -0.0012, -0.0001, 0.0005
Si, -0.0015, 0.0008, 0.0001
Si, -0.0003, 0, 0.0005
Si, -0.0015, 0.0001, 0.0011
Si, -0.0007, 0, 0.0005
Si, -0.001, 0.0001, 0
Si, -0.0007, -0.0001, -0.0001
Si, 0.0003, 0.0001, -0.0016
Si, -0.0008, -0.0001, -0.0005
Si, 0.0006, -0.0003, -0.0016
Si, -0.0003, 0.0003, -0.0021
Si, -0.0001, 0.0001, -0.0004
Si, 0.0003, 0.0002, -0.0008
Si, -0.0012, -0.0003, -0.0008
Si, -0.0011, 0.0006, -0.0011
Si, 0.0015, -0.0023, 0.0151
Si, 0.0009, -0.0017, 0.0165
Si, -0.0027, 0.0013, 0.0162
Si, -0.0012, 0.0024, 0.015
Si, -0.0018, 0.0012, 0.015
Si, -0.0028, 0.0014, 0.0157
Si, 0.001, -0.0021, 0.0158
Si, 0.0014, -0.0015, 0.0166
Si, 0.0013, -0.0005, -0.0071
Si, 0.0035, 0, -0.0111
Si, -0.0028, -0.001, 0.0339
Si, 0.0013, 0.002, -0.0092
Si, 0.002, -0.0001, -0.0092
Si, -0.0011, -0.0017, -0.0035
Si, -0.0045, -0.0012, 0.0036
Si, 0.0009, 0.0033, -0.0166
Si, 0.0004, -0.0003, -0.0065
Si, 0.0018, -0.0008, -0.0008
Si, -0.0011, -0.0003, -0.0046
Si, -0.0033, -0.0028, 0.0071
Si, -0.0009, 0.0018, -0.0131
Si, 0, 0.0011, 0.0235
Si, 0, 0.0015, -0.0129
Si, 0, 0.0012, 0.0182
Si, 0.0039, -0.0013, 0.0002
Si, 0.0004, 0.0005, -0.0037
Si, -0.0014, -0.0002, -0.0006
Si, -0.0016, 0.0002, -0.0081
Si, 0.0025, 0.0003, -0.0151
Si, 0.0008, -0.0006, -0.0031
Si, -0.0016, -0.0024, 0.005
Si, 0.0004, -0.0014, -0.0109
Si, 0.0014, 0.0004, -0.0146
Si, -0.0069, 0.0028, -0.0088
Si, 0.0047, 0.0035, 0.0264
Si, -0.0053, 0.0011, -0.0144
Si, -0.0033, -0.0011, -0.0054
Si, 0.0007, 0.0011, -0.0197
Si, -0.0003, 0.0026, -0.0089
Si, -0.0012, -0.0008, 0.0106
Si, -0.0013, -0.0035, -0.0066
Si, 0.0026, 0.003, -0.0099
Si, 0.0004, 0, -0.0087
Si, -0.0019, -0.0012, 0.0259
Si, 0.0019, 0.0006, -0.0148
Si, -0.0001, 0.0016, -0.0069
Si, -0.0031, -0.0012, -0.0131
Si, -0.0009, -0.0003, -0.0064
Si, -0.0059, 0.0019, 0.0031
Si, 0.0002, 0.0017, -0.0165
Si, -0.0024, 0.0027, -0.0157
Si, 0.0002, 0.0009, -0.0019
Si, 0.0027, -0.0014, -0.0102
Si, 0.002, -0.0003, -0.0042
Si, 0.0009, -0.0004, -0.0005
Si, -0.0002, -0.0029, -0.0144
Si, -0.0012, 0.0001, 0.0003
Si, -0.0004, 0.0003, 0.0002
Si, 0.0003, 0, 0.0004
Si, 0.0001, -0.0003, 0.0001
Si, 0.0003, -0.0009, 0.0003
Si, 0.0003, -0.0007, 0.0002
Si, -0.0003, 0.0005, 0.0003
Si, -0.0004, 0.0003, 0.0006
Si, -0.0001, 0, -0.0001
Si, 0.0001, 0.0001, -0.0001
Si, -0.0001, -0.0003, 0
Si, -0.0004, 0, 0.0002
Si, 0, 0.0001, 0
Si, -0.0002, 0, 0
Si, 0.0001, 0.0001, 0.0003
Si, -0.0002, -0.0001, 0
Si, -0.0008, 0, 0.0006
Si, -0.0008, -0.0001, 0.0005
Si, 0.0002, -0.0004, 0.0006
Si, 0.0003, -0.0005, 0.0008
Si, 0.0006, -0.0004, 0.0006
Si, -0.0001, -0.0005, 0.0006
Si, -0.0012, 0.0001, 0.0005
Si, -0.0006, 0.0002, 0.0006
Si, -0.0016, 0.0004, 0.0003
Si, -0.0015, -0.0002, 0.0004
Si, -0.0003, -0.0002, 0.0002
Si, -0.0002, 0.0001, 0.0003
Si, -0.0005, -0.0001, 0.0002
Si, 0.0004, 0.0001, 0.0004
Si, -0.0014, 0.0004, 0.0003
Si, -0.0017, 0, 0.0005
O, -0.0013, -0.0002, -0.0109
O, 0.0008, 0.0008, 0.0022
O, -0.0016, 0.0011, 0.0035
O, -0.0032, 0.0021, 0.0065
O, -0.0013, 0.001, 0.0006
O, 0.0035, 0.0032, -0.0143
O, 0.007, 0.0011, -0.0037
O, -0.0028, -0.0031, 0.0025
O, -0.0001, -0.0013, 0.0054
O, -0.0007, -0.0003, -0.0009
O, -0.0005, -0.0001, -0.0043
O, -0.0007, -0.0011, 0.0004
O, -0.0006, -0.0015, 0.003
O, -0.0008, 0.0001, -0.0005
O, -0.0001, 0.0013, 0.0073
O, -0.0003, 0.0013, 0.0024
O, -0.0044, -0.0006, -0.0014
O, -0.0002, 0.0022, 0.0045
O, -0.0015, 0.0021, -0.0024
O, 0.0032, 0.0036, -0.0045
O, -0.0001, 0.0008, 0.0026
O, 0.0006, 0.0011, -0.0004
O, -0.0017, 0.0014, -0.0017
O, 0.0002, 0.0029, -0.0084
O, 0.0065, 0.0086, -0.0163
O, 0.0068, 0.0049, 0.0146
O, -0.0029, 0.002, 0.006
O, -0.0001, 0, -0.0058
O, -0.0004, -0.0003, -0.0002
O, -0.0005, 0.0007, -0.0031
O, 0.0031, 0, 0.0037
O, -0.0041, 0.0055, -0.0146
O, -0.0012, -0.0003, 0.0039
O, -0.0013, 0.0003, -0.0082
O, 0.0038, 0.0019, 0.0049
O, 0.0014, 0.0002, 0.0042
O, 0.0018, -0.0003, -0.0175
O, -0.0007, -0.0001, 0.0053
O, 0.002, -0.0017, 0.0112
O, 0.0006, -0.0013, 0.007
O, 0.0009, 0.0005, -0.0019
O, -0.001, -0.0006, -0.0026
O, -0.0026, 0.0061, 0.0126
O, 0.0026, -0.0017, 0.0053
O, -0.0007, 0.0029, 0.0008
O, 0.0031, 0, 0.0046
O, 0.0017, -0.0017, 0.0012
O, 0.0003, -0.0012, 0.0035
O, 0.0013, 0.0014, 0.0041
O, -0.0026, -0.0036, -0.0126
O, 0.0008, 0.0029, -0.0026
O, 0.0018, 0.0011, 0.0065
O, 0, 0.0015, 0.0016
O, 0.0035, -0.0081, -0.0162
O, 0.0003, 0.0012, -0.0059
O, -0.0051, 0, -0.0012
O, 0.0003, 0.0027, 0.0114
O, -0.0004, 0.0002, -0.0003
O, -0.0003, 0.0011, -0.002
O, 0.0058, -0.0073, -0.0176
O, -0.0013, -0.0002, -0.0017
O, -0.0053, -0.0059, 0.0091
O, 0.0011, 0.0005, 0.0002
O, -0.0027, 0.0001, 0.0094
O, -0.0034, 0.0003, 0.0085
O, 0, 0, 0.0035
O, -0.0009, 0.0008, 0.008
O, -0.0003, -0.0014, 0.0028
O, -0.0014, -0.0029, -0.0021
O, -0.0006, 0.0001, 0.0031
O, 0.0016, 0, 0.0049
O, 0.0062, -0.0059, -0.0174
O, -0.0061, 0.0069, -0.016
O, 0.002, -0.0004, 0.0079
O, -0.0016, -0.0023, 0.0058
O, 0.0035, 0.0002, 0.0019
O, -0.0035, 0.0014, 0.0096
O, -0.0009, -0.0002, 0.0027
O, -0.0008, -0.0011, 0.0023
O, -0.0066, 0.0056, -0.0156
O, -0.0008, 0.0052, 0.0098
O, 0.0031, 0.0004, 0.0014
O, 0.0019, 0.0002, -0.0011
O, -0.0031, 0.0038, -0.005
O, 0.0061, -0.0035, -0.0157
O, 0.0011, -0.0027, -0.0055
O, 0.003, -0.0029, 0.0101
O, -0.0014, 0.001, 0.0004
O, 0.0022, 0.0018, 0.0066
O, -0.0011, 0.0012, 0.0033
O, 0.0022, 0.0015, 0.0053
O, -0.005, 0.0003, 0.0059
O, -0.0018, 0.0032, 0.004
O, -0.0016, -0.0034, 0.0095
O, 0.0007, 0.0004, 0.0019
O, -0.0015, 0.002, 0.0054
O, -0.0001, 0.0033, 0.003
O, 0.0013, 0.0014, 0.0051
O, -0.0009, -0.0001, 0.0029
O, 0.0026, -0.0023, -0.0039
O, 0.0032, -0.0018, 0.0058
O, 0, -0.0013, 0.0053
O, 0, -0.0025, 0.0072
O, -0.0011, 0.0009, -0.0068
O, -0.0083, -0.0092, -0.0206
O, 0.0001, -0.0001, -0.0014
O, -0.0019, -0.0001, 0.0061
O, 0.0011, -0.0013, 0.0066
O, 0.0029, 0.0037, 0.0097
O, -0.0007, 0.0011, -0.0025
O, -0.0053, 0.0054, -0.0148
O, 0.0011, -0.0016, -0.0025

The program warned: the cutoff lies below the one the program advises for these potential files; the forces do not sum to zero within the program's tolerance; empty levels may hold ghost states of the PAW files; the exchange-correlation potential is rough where the density is thin.
